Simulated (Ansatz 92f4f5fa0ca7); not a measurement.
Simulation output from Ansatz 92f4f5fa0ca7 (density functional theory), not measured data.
Periodic cell of 437 atoms, Si288O149, from a study of silicon, its oxide and their interface. The atomic structure is a simulated model.
Doubt: the cutoff is far below the 930 eV that the study's wrapper takes by default for these files, so forces and energies are approximate.
This geometry differs little from another in the collection (a relaxation step or a small displacement).

Settings: functional PBE; potential files Ansatz PAW; basis plane waves; wave-function cutoff 580 eV; density cutoff ratio 5; exchange-correlation grid ratio 1; k mesh 1 x 1 x 1, Gamma-centred; self-consistency stop 5e-08 eV per atom in the density residual; occupations fixed; spin none; net charge 0.

Cell vectors (angstrom)
a 15.4687 0 0
b 0 15.4687 0
c -5.0566 -0.9766 32.7176

Atoms and the computed forces on them: element, x, y, z (angstrom), force x, y, z (eV/angstrom)
Si -5.1171 -0.6792 22.5708 0.0173 -0.0487 0.0138
Si -5.0533 2.4641 22.5628 -0.0018 0.0224 0.0197
Si -4.8755 7.0301 22.4535 -0.0152 -0.0125 0.0787
Si -5.0986 -5.2667 22.4301 0.0127 0.0179 0.021
Si -1.1598 -0.8443 22.5758 -0.0087 -0.0175 -0.0275
Si -1.0831 2.3357 22.5315 0.0014 0.0188 0.0251
Si -1.1936 7.535 22.6384 0.0094 0.0342 0.0101
Si -1.2156 -5.4421 22.6968 -0.0489 -0.0403 0.0342
Si 2.4925 -1.7006 22.3311 -0.0104 -0.0365 0.0335
Si 2.7082 3.3965 22.6221 -0.0077 -0.0185 0.0295
Si 2.7357 6.5545 22.6414 -0.0328 0.0337 0.0513
Si 2.5841 -4.2382 22.5348 0.0096 0.0273 0.0294
Si -8.9845 -1.6299 22.4326 0.0001 -0.0408 0.0323
Si -8.9463 3.2924 22.5101 0.021 -0.0144 0.0352
Si -8.9507 6.4559 22.5179 0.0051 0.0208 0.0361
Si -8.9181 -4.1038 22.5328 -0.0104 0.0161 0.021
Si -3.1493 -1.0024 23.8452 -0.0204 -0.0362 0.005
Si -3.0631 2.7867 23.7937 -0.0078 0.0394 -0.0124
Si -3.053 6.8353 23.907 -0.0145 0.0047 -0.0285
Si -3.1946 -4.9335 23.8634 0.0355 0.0085 -0.0236
Si 0.7792 -1.0582 23.8637 0.0197 -0.0016 0.0114
Si 0.7747 2.876 23.8776 0.0046 0.0097 -0.0077
Si 0.7234 6.83 23.8554 0.029 0.0087 -0.0283
Si 0.729 -4.8359 23.9042 0.0131 0.0218 -0.0084
Si 4.495 -1.0528 23.6012 0.0063 0.0095 0.0012
Si 4.6354 2.9859 23.8886 -0.0082 -0.0368 -0.0127
Si 4.6614 6.7503 23.9471 -0.0025 0.0345 -0.0247
Si 4.584 -4.7251 23.7482 -0.0047 0.0078 -0.0179
Si -7.098 -1.0001 23.7927 -0.0094 -0.0128 0.0058
Si -7.0073 2.8648 23.8164 -0.0071 0.0022 0.0034
Si -6.9182 6.7335 23.7076 0.0161 0.0136 -0.0139
Si -7.0206 -4.8421 23.7813 -0.01 0.0417 0.0045
Si -3.1112 0.9152 25.2364 0.0211 0.0055 0.075
Si -3.0795 4.7885 25.1236 0.0078 -0.0193 0.006
Si -3.1571 8.6939 25.3284 0.0154 0.0061 0.0444
Si -3.1626 -2.9504 25.174 -0.0037 -0.0043 0.0157
Si 0.8267 0.9186 25.2024 0.0207 0.0033 0.0242
Si 0.6846 4.8502 25.195 -0.0242 -0.0204 0.0285
Si 0.8107 8.7106 25.2674 0.0381 -0.0169 0.0365
Si 0.6838 -2.9272 25.2775 -0.0198 -0.0054 0.0173
Si 4.5823 0.9142 25.0502 0.0009 0.0184 0.0024
Si 4.6405 4.8471 25.3237 0.012 -0.0068 0.0793
Si 4.625 8.7742 25.1414 0.0078 -0.0088 0.0104
Si 4.5684 -2.8545 25.1857 -0.0048 -0.0143 0.0156
Si -7.0743 0.9312 25.1782 -0.03 0.0211 0.0225
Si -6.9444 4.8279 25.1532 0.0159 -0.0098 0.0209
Si -7.0201 8.6661 25.1273 -0.0352 -0.0212 0.0241
Si -6.9589 -2.918 25.1842 0.0082 -0.0251 -0.0041
Si -5.0963 0.9415 26.5402 0.0255 -0.0036 -0.0044
Si -5.0181 4.813 26.5196 -0.0151 0.0024 -0.0007
Si -5.1254 8.6844 26.5883 0.024 -0.0018 0.0012
Si -5.0628 -2.9109 26.5772 0.0053 0.004 -0.0004
Si -1.148 0.9356 26.5569 -0.0353 0.0019 -0.0095
Si -1.2106 4.8186 26.5771 0.0059 -0.0028 -0.0032
Si -1.1639 8.7088 26.5999 -0.0397 0.003 -0.0125
Si -1.251 -2.9166 26.5907 0.0072 0.0022 -0.0025
Si 2.7328 0.9407 26.5538 -0.0195 -0.0107 -0.0086
Si 2.6427 4.832 26.5771 0.023 0.0013 -0.0186
Si 2.7391 8.7106 26.5909 -0.0318 -0.0037 -0.0142
Si 2.6589 -2.9084 26.5844 0.0148 0.0073 -0.0029
Si -8.991 0.9353 26.5261 0.0223 -0.0103 -0.0075
Si -8.859 4.8305 26.5947 -0.0293 0.0001 -0.0223
Si -8.9268 8.7038 26.5324 0.0147 -0.0011 -0.0105
Si -8.9293 -2.9006 26.5293 -0.0032 0.0087 -0.0032
Si -5.0595 -0.9733 27.9316 -0.0018 -0.0036 0.008
Si -5.0589 2.8836 27.9099 -0.001 0.0039 0.0075
Si -5.0615 6.7374 27.924 -0.0028 -0.0029 0.0073
Si -5.0678 -4.8455 27.9382 -0.0049 0.0028 0.0075
Si -1.1936 -0.9785 27.9395 -0.0013 -0.0026 0.0044
Si -1.1846 2.875 27.9282 0.0011 0.0047 0.0037
Si -1.1927 6.7588 27.9373 0.0038 -0.0036 0.0078
Si -1.1917 -4.8384 27.9548 0.0016 -0.0008 0.0038
Si 2.6832 -0.9752 27.9381 0.0001 0.0022 0.0073
Si 2.6792 2.8827 27.9241 0.0042 0.0028 0.0113
Si 2.6824 6.7644 27.938 0.0069 0.0023 0.0111
Si 2.686 -4.8346 27.9475 -0.0018 -0.0043 0.0079
Si -8.9281 -0.98 27.9192 -0.003 0.0001 0.0062
Si -8.9263 2.8713 27.9206 -0.0034 0.008 0.0064
Si -8.9197 6.7763 27.929 -0.0015 0.0021 0.0088
Si -8.9224 -4.8349 27.9121 -0.0053 -0.0027 0.008
Si 1.9336 0 2.0503 -0.0691 0.0129 0.0656
Si 1.9336 3.8672 2.0503 0.0434 -0.0586 -0.0194
Si 1.9336 7.7343 2.0503 0.0891 -0.1752 -0.1546
Si 1.9336 -3.8672 2.0503 -0.0036 0.2247 -0.1681
Si 5.8008 0 2.0503 0.0278 -0.2863 0.0663
Si 5.8008 3.8672 2.0503 -0.0612 0.2064 -0.0768
Si 5.8008 7.7343 2.0503 -0.017 -0.2452 -0.2312
Si 5.8008 -3.8672 2.0503 0.0493 0.3742 -0.0328
Si 9.6679 0 2.0503 0.0684 -0.0784 0.2072
Si 9.6679 3.8672 2.0503 -0.0023 -0.1108 -0.1104
Si 9.6679 7.7343 2.0503 0.0123 0.0109 -0.2352
Si 9.6679 -3.8672 2.0503 0.0112 0.2189 0.0119
Si -1.9336 0 2.0503 -0.1768 -0.3239 0.1911
Si -1.9336 3.8672 2.0503 0.012 0.1111 -0.0181
Si -1.9336 7.7343 2.0503 0.0514 -0.2118 -0.2218
Si -1.9336 -3.8672 2.0503 0.0275 0.3992 0.1005
Si 1.9446 1.9346 3.4256 -0.0079 0.0026 0.0026
Si 1.9601 5.7914 3.4185 0.0089 0.0085 -0.009
Si 1.9931 9.6722 3.3607 -0.0229 0.0045 0.01
Si 1.8601 -1.9309 3.4292 0.0041 -0.0047 0.0033
Si 5.7743 1.9334 3.3713 0.0072 0.0072 0.0051
Si 5.7706 5.8069 3.4364 -0.005 -0.0067 -0.0084
Si 5.8492 9.668 3.3442 -0.0003 0.0049 0.0092
Si 5.8174 -1.9333 3.4857 -0.0046 -0.0003 -0.0059
Si 9.638 1.9341 3.4234 0.0204 0.0047 0.0147
Si 9.6947 5.7997 3.3842 -0.0127 -0.0048 0.0045
Si 9.6505 9.6737 3.3805 0.0109 0.0116 0.0052
Si 9.7056 -1.9339 3.4677 -0.0071 0.0007 0.0016
Si -1.9905 1.9261 3.3837 -0.017 0.0113 0.0072
Si -1.8862 5.8062 3.4303 -0.0011 0.0018 0.0014
Si -1.9034 9.6671 3.3512 -0.0043 0.0051 0.0115
Si -1.9627 -1.933 3.5192 0.0018 -0.0047 0.0007
Si -0.0565 1.8966 4.6928 0.027 -0.0038 -0.0093
Si 0.0664 5.7982 4.8125 -0.004 -0.0201 -0.0047
Si 0.0521 9.6632 4.6554 0.02 -0.0035 -0.02
Si -0.0247 -1.9439 4.9264 -0.003 0.0089 -0.0091
Si 3.9104 1.9695 4.7936 -0.0072 -0.0082 0.0112
Si 3.8388 5.7798 4.8615 -0.0189 -0.0109 -0.0035
Si 3.9547 9.6458 4.6724 0.0174 -0.0045 0.0133
Si 3.7833 -1.8983 4.7652 -0.0057 0.0016 0.0017
Si 7.6605 1.9272 4.7409 -0.0102 -0.0098 -0.0218
Si 7.7541 5.8264 4.7085 0.028 0.0096 -0.0125
Si 7.7186 9.6855 4.7486 -0.0071 -0.0235 0.002
Si 7.8108 -1.9481 4.8789 0.011 0.0065 -0.0071
Si -3.9003 1.9387 4.7978 -0.0109 -0.0101 -0.0539
Si -3.8419 5.7961 4.7475 0.0079 -0.0176 -0.0145
Si -3.8517 9.6956 4.6495 -0.0105 -0.0108 -0.016
Si -3.8926 -1.933 4.9819 0.0023 0.0077 -0.0046
Si -0.0575 0.0874 6.2257 -0.0323 0.0036 0.0361
Si 0.0047 3.7916 6.0666 -0.0098 0.0086 0.0151
Si 0.1782 7.7995 6.0824 -0.0178 0.0066 0.0118
Si -0.0256 -4.0062 6.175 -0.0091 0.0024 0.0003
Si 3.7849 0.0485 6.1547 0.0047 0.0072 0.0093
Si 3.8611 3.834 6.2864 0.0612 0.0141 0.0256
Si 3.9042 7.7934 6.1309 -0.0122 0.0244 -0.0277
Si 3.8607 -3.9064 6.0021 -0.0241 -0.0178 0.0001
Si 7.6927 0.0579 6.1919 0.0208 -0.0039 0.0258
Si 7.6544 3.8978 6.0252 -0.0077 0.0051 0.0089
Si 7.7845 7.7483 6.0778 0.0145 0.0326 -0.0094
Si 7.8155 -3.9511 6.2456 0.0165 -0.002 0.0064
Si -3.9404 0.1004 6.3224 -0.0116 -0.0201 0.0311
Si -3.8726 3.9012 6.1385 0.006 0.0334 0.0002
Si -3.8378 7.7828 5.9854 -0.0022 0.021 0.016
Si -3.8699 -4.0228 6.2417 0.0015 0.0041 0.0127
Si 1.8833 0.7137 7.4293 0.0071 -0.0263 -0.0022
Si 1.8515 3.2169 7.4088 -0.0276 0.0208 0.0034
Si 2.0582 8.4023 7.4835 -0.0001 0.0015 0.0073
Si 1.9877 -4.5813 7.2737 0.019 -0.0142 -0.0318
Si 5.7237 -0.3511 7.4458 -0.016 0.0098 -0.0267
Si 5.8812 4.2948 7.5492 -0.0674 -0.0214 -0.0876
Si 5.8595 7.4913 7.4277 0.0133 0.0388 0.0046
Si 5.7566 -3.5555 7.3559 0.006 0.0111 -0.0009
Si -5.9342 0.6181 7.5906 -0.0028 -0.06 -0.0727
Si -5.9016 3.7688 7.3302 0.0305 0.0392 0.02
Si -5.7376 8.1703 7.3297 -0.0002 -0.0144 0.0009
Si -5.746 -4.8035 7.5176 -0.0048 -0.01 -0.03
Si -1.9723 0.5039 7.6086 0.0371 -0.0239 -0.0755
Si -1.9048 3.6588 7.4354 0.0114 0.002 -0.0152
Si -1.841 8.2711 7.1375 0.0002 0.033 -0.0383
Si -1.9361 -4.7944 7.3835 0.0031 -0.0288 -0.017
Si -5.5168 6.4261 8.9653 -0.0021 0.0032 -0.0008
Si -3.1231 -0.9766 29.2989 -0.0443 0.0906 0.0254
Si -3.1231 2.8905 29.2989 -0.0316 -0.0898 -0.1184
Si -3.1231 6.7577 29.2989 -0.0757 0.0425 -0.0079
Si -3.1231 -4.8438 29.2989 -0.1057 -0.0627 0.0772
Si 0.7441 -0.9766 29.2989 0.0151 -0.0164 0.0109
Si 0.7441 2.8905 29.2989 0.0354 -0.0633 -0.0278
Si 0.7441 6.7577 29.2989 0.0038 0.0248 0.0199
Si 0.7441 -4.8438 29.2989 0.0514 0.0593 0.1037
Si -10.8574 -0.9766 29.2989 0.0631 -0.0863 0.0264
Si -10.8574 2.8905 29.2989 0.0141 0.0872 -0.0513
Si -10.8574 6.7577 29.2989 0.0572 -0.072 0.0238
Si -10.8574 -4.8438 29.2989 0.1252 0.0372 0.0286
Si -6.9902 -0.9766 29.2989 -0.0566 0.0235 -0.0458
Si -6.9902 2.8905 29.2989 -0.0012 -0.1012 -0.1145
Si -6.9902 6.7577 29.2989 0.0048 -0.0164 0.0089
Si -6.9902 -4.8438 29.2989 -0.0949 0.085 0.0207
Si -3.1231 0.957 30.6661 -0.0282 -0.036 0.0198
Si -3.1231 4.8241 30.6661 0.0002 0.0063 -0.022
Si -3.1231 -6.7774 30.6661 -0.0279 0.0352 0.0166
Si -3.1231 -2.9102 30.6661 -0.0175 0.0058 -0.0009
Si 0.7441 0.957 30.6661 -0.0355 -0.0209 0.0053
Si 0.7441 4.8241 30.6661 0.0419 -0.0036 -0.0063
Si 0.7441 -6.7774 30.6661 -0.0306 0.0143 0.0091
Si 0.7441 -2.9102 30.6661 0.0367 0.0087 0.0151
Si -10.8574 0.957 30.6661 0.0167 -0.0032 -0.0124
Si -10.8574 4.8241 30.6661 0.0238 -0.006 0.0048
Si -10.8574 -6.7774 30.6661 0.0123 0.0095 -0.0056
Si -10.8574 -2.9102 30.6661 0.0364 0.0049 0.022
Si -6.9902 0.957 30.6661 0.0323 0.0074 -0.0033
Si -6.9902 4.8241 30.6661 -0.0782 0.014 -0.008
Si -6.9902 -6.7774 30.6661 0.0336 -0.0081 -0.0028
Si -6.9902 -2.9102 30.6661 -0.0385 -0.0072 0.0151
Si -5.0566 0.957 32.0334 -0.0282 0.0019 0.0008
Si -5.0566 4.8241 32.0334 0.0022 -0.0038 -0.0134
Si -5.0566 -6.7774 32.0334 -0.019 0.0115 0.0004
Si -5.0566 -2.9102 32.0334 0.029 -0.0061 -0.0066
Si -1.1895 0.957 32.0334 0.0122 0.0297 0.0175
Si -1.1895 4.8241 32.0334 0.0106 -0.0052 -0.0148
Si -1.1895 -6.7774 32.0334 -0.0098 -0.0204 0.0054
Si -1.1895 -2.9102 32.0334 0.0175 -0.0005 -0.0282
Si 2.6777 0.957 32.0334 -0.0018 0.0051 0.0118
Si 2.6777 4.8241 32.0334 0.0238 0.0131 -0.02
Si 2.6777 -6.7774 32.0334 -0.0015 -0.0104 0.0174
Si 2.6777 -2.9102 32.0334 -0.0009 -0.0227 -0.02
Si -8.9238 0.957 32.0334 0.0387 0.0172 0.0067
Si -8.9238 4.8241 32.0334 -0.0364 -0.0172 -0.002
Si -8.9238 -6.7774 32.0334 0.0289 -0.0269 0.0011
Si -8.9238 -2.9102 32.0334 -0.0356 0.0162 -0.0061
Si 0 0 0.683 0.0442 0.0208 0.0173
Si 0 3.8672 0.683 -0.0021 -0.0379 0.002
Si 0 7.7343 0.683 -0.0302 -0.0337 -0.0167
Si 0 -3.8672 0.683 0.0197 0.072 -0.0081
Si 3.8672 0 0.683 -0.0063 -0.1636 0.0038
Si 3.8672 3.8672 0.683 0.0003 0.0025 -0.0164
Si 3.8672 7.7343 0.683 -0.0086 -0.0025 -0.0339
Si 3.8672 -3.8672 0.683 -0.0272 0.1623 -0.0115
Si 7.7343 0 0.683 0.0027 -0.071 0.0107
Si 7.7343 3.8672 0.683 0.0135 0.0503 -0.0074
Si 7.7343 7.7343 0.683 -0.0028 -0.1345 -0.0246
Si 7.7343 -3.8672 0.683 -0.0009 0.1739 -0.0097
Si -3.8672 0 0.683 0.0101 -0.0847 -0.0055
Si -3.8672 3.8672 0.683 -0.0136 0.0478 -0.0055
Si -3.8672 7.7343 0.683 -0.016 -0.0225 -0.0192
Si -3.8672 -3.8672 0.683 -0.0174 0.0508 -0.0003
Si -6.1783 -3.3873 15.1021 -0.0042 0.0034 -0.0044
Si 1.9121 6.5989 16.3666 0.0055 -0.0001 -0.0025
Si -8.6605 -5.2671 14.7294 -0.0017 0.0036 -0.0029
Si 8.7005 2.5377 12.1878 -0.0061 0.0036 0.0048
Si 3.8871 5.2885 11.0502 0.0116 -0.0077 -0.0115
Si 1.6547 4.3465 9.4966 -0.0033 0.0158 0.0083
Si 1.4065 -3.0762 9.9874 0.0146 0.0312 0.0012
Si 5.0079 0.6016 10.3457 -0.0016 0.0111 -0.005
Si 6.0786 -5.6739 9.6314 0.0093 -0.0127 0.028
Si -5.7008 7.7333 11.6488 -0.0093 -0.011 -0.0005
Si 9.0882 -4.9473 10.4805 -0.0238 -0.0022 -0.0037
Si 1.8912 -5.6431 11.8099 -0.0003 0.0007 0.0004
Si 4.7216 -4.8139 12.293 -0.0014 -0.0141 -0.0006
Si -3.3638 -2.9328 15.9531 -0.0082 0.0037 0.0013
Si -2.2749 8.0957 14.545 0.0009 -0.0016 0.0027
Si -2.5905 -0.8722 10.411 0.0082 0.0035 -0.0045
Si -7.4893 7.3775 14.3327 0.0054 -0.0018 -0.0054
Si -8.399 4.9665 17.9447 0.0072 -0.001 -0.0152
Si 0.1192 0.3016 15.2358 -0.0014 0.0136 -0.002
Si -3.6796 1.676 14.576 0.0048 -0.0032 0.0032
Si -6.8216 -2.7278 18.1379 0.0123 -0.0031 -0.0096
Si -9.3848 5.0018 15.1678 -0.0012 -0.0017 -0.0018
Si -0.7578 -5.0362 13.039 0.0002 0.0042 0.0009
Si 1.9974 0.0293 9.6897 -0.0206 -0.0086 0.0091
Si 0.5278 2.1725 11.3406 0.0002 -0.0061 -0.0053
Si -10.805 -0.0137 14.7424 -0.0032 -0.0072 0.0014
Si 8.5983 -2.4012 12.3533 -0.0051 0.002 0.0012
Si -2.3035 6.1759 9.3027 -0.0138 -0.0196 0.0179
Si -8.3357 1.9724 14.8716 -0.0012 -0.003 -0.0015
Si -1.6134 -3.6824 10.2884 -0.0054 0.0083 0.0029
Si -5.6462 -0.0059 10.5915 0.0095 -0.0064 -0.002
Si -4.3411 4.2555 13.4724 -0.0018 -0.003 0.0032
Si -9.0116 -0.7271 19.2546 0.002 0.005 0.0003
Si -1.4935 3.3415 19.6511 -0.0055 0.015 0.0044
Si -8.5921 -4.9893 19.4103 0.0106 -0.0095 0.0151
Si -5.7519 1.7825 16.408 0.0045 0.0034 -0.0116
Si -2.8463 6.3758 12.1732 0.0059 -0.0018 -0.0064
Si -0.5063 8.2911 17.1093 0.0008 -0.0043 -0.0051
Si 0.9717 4.8228 18.6878 -0.0063 -0.0052 -0.0064
Si 2.3682 1.986 13.9904 -0.0066 0.0031 -0.0136
Si 1.7668 -0.4696 19.3249 0.0016 0.0032 -0.0031
Si 2.2824 7.3671 9.681 -0.0057 -0.018 0.0091
Si -1.0092 0.4705 18.2483 0.0018 -0.0011 -0.0057
Si 3.1313 5.0567 14.0707 -0.0027 -0.0012 -0.0057
Si -1.0817 -4.0492 17.5611 0.0027 0.0049 0.0102
Si 5.4477 -1.8727 12.3564 0.0043 0.0037 0.0102
Si -10.5581 -4.5488 17.1403 0.0059 -0.0042 -0.0111
Si -4.8613 6.7157 15.3927 -0.0048 -0.0023 -0.0052
Si -4.4005 4.5965 20.3553 0.0121 0.0075 -0.0058
Si -3.6389 -0.0561 16.9948 0.0048 -0.01 -0.0079
Si -4.7227 -2.9324 20.347 0.012 -0.0158 -0.0074
Si -5.4479 4.7132 17.4463 -0.0069 0.0012 -0.0014
Si -1.5562 -3.2362 20.4689 -0.0053 -0.0157 -0.006
Si -0.5315 -2.6732 15.0194 0.002 -0.0053 0.0029
Si -1.698 0.8548 12.6633 0.007 -0.0016 -0.0017
Si -0.1509 7.2455 19.9363 -0.0068 0.0202 0.0256
Si 2.9184 2.4541 19.6809 0.0053 -0.0124 -0.0021
Si -9.3923 2.369 19.5345 -0.0049 -0.0161 -0.0028
Si 3.7829 8.2944 17.9389 -0.0066 0.002 0.0007
Si 3.9298 -1.589 17.4412 0.0002 0.0087 -0.0099
Si 2.2145 -6.6109 20.5456 -0.0025 0.0183 0.0087
Si -9.0174 7.5552 19.5657 0.0012 0.0086 0.0062
Si 6.205 3.4327 10.6073 -0.0097 -0.0036 0.0065
O 1.6184 2.0892 12.551 0.0084 -0.0019 0.013
O 0.1292 -0.34 19.1215 -0.006 0.0046 0.0101
O 9.2388 -2.3235 13.8571 0.0029 -0.0114 0.0151
O 2.099 -3.6919 8.6613 0.0033 0.0107 0.0224
O -4.5919 -3.7989 15.2951 0.0011 -0.0026 0.0039
O 5.7098 0.4664 8.8753 -0.0052 0.0019 0.033
O 6.2038 3.5254 8.971 0.0142 -0.0095 0.0556
O 5.8288 5.9104 7.9186 -0.0024 -0.0442 0.0222
O 3.0806 5.359 12.4696 -0.0043 0.002 0.0118
O 5.5813 -4.4048 8.7501 0.0017 -0.0122 0.0081
O -9.0461 3.4333 14.8975 0.0026 -0.0022 0.0049
O -0.3871 0.6011 16.7475 0.0049 -0.0016 -0.0078
O 9.585 2.237 7.9895 -0.0179 0.0284 0.0159
O -2.0311 -4.6384 9.0423 -0.0012 0.0121 0.0267
O 9.3518 4.9747 8.4607 -0.0061 -0.0085 -0.0075
O 3.7074 1.0525 13.9465 0.0023 -0.0023 0.0075
O 5.3842 -0.703 11.2335 0.0035 -0.0174 0.0038
O 9.262 6.7727 10.416 0.0093 0.013 0.0121
O 9.331 -0.1573 9.0341 -0.0001 -0.0096 0.0541
O -1.9364 2.1117 8.0642 -0.0032 0.0328 0.0207
O -4.0299 -0.1526 10.5806 -0.0146 -0.0011 -0.001
O -4.0348 -1.5358 16.4576 0.0044 -0.0005 0.0061
O -1.8898 6.3522 10.8636 -0.007 0.0045 0.0101
O 7.643 -5.5254 10.0164 0.0064 0.0069 -0.003
O -4.1695 7.333 12.047 0.0081 -0.0034 -0.0051
O -0.212 -2.9471 9.8857 -0.0129 -0.0067 -0.0033
O -9.1597 7.4064 21.1859 -0.0005 0.0146 -0.0285
O 0.6276 3.5696 10.5108 0.0072 -0.0115 -0.0058
O -0.1836 -3.7158 13.8223 -0.0004 -0.0036 0.0002
O -5.2574 1.4178 14.8784 -0.0019 -0.0027 0.0005
O -1.0173 2.1114 11.8736 -0.0108 -0.0027 0.0028
O 3.3916 0.6828 10.2345 0.0165 0.0074 -0.0015
O 5.8207 -4.9136 13.4848 0.0008 -0.0057 0.0079
O -5.3601 -2.6839 18.8688 -0.0215 0.0022 -0.0139
O 8.6759 7.5914 12.8575 -0.0096 -0.0026 0.0105
O 0.5981 8.5869 20.5226 0.0041 -0.014 0.0038
O -1.745 4.7788 8.6528 -0.0031 0.0062 0.0024
O -8.8073 -4.6439 20.9757 0.0084 -0.0033 -0.0382
O 4.8995 -1.3079 13.7816 -0.0019 0.0039 0.005
O -3.9204 6.1617 9.1639 0.01 -0.0024 -0.0043
O -4.4778 5.9957 21.212 0.0135 -0.0332 -0.0459
O -1.9255 -0.4002 8.9904 -0.0108 -0.023 0.0422
O 5.204 -5.6792 10.9948 0.013 0.0108 -0.0109
O -8.5261 8.5781 14.7088 0.0011 0.002 0.0016
O -7.0135 4.942 17.0962 0.0024 -0.001 0.0089
O -1.5104 7.8159 15.9402 -0.0053 0.0024 -0.0032
O -0.1414 -3.2759 16.4825 0.0013 0.003 -0.0069
O -7.1438 -4.64 14.6539 -0.0008 0.0028 0.0051
O 2.1605 -1.0924 20.7994 -0.0051 0.0288 -0.0387
O -8.939 4.8755 22.0172 0.0048 -0.0103 -0.0192
O -0.8714 3.2198 21.1558 -0.0036 0.0098 -0.0205
O 3.28 -5.5121 12.6835 0.01 0.0012 -0.0004
O 1.7316 -4.1417 11.1689 -0.0003 -0.0208 0.0108
O 8.9929 -3.7915 11.6055 -0.011 0.0117 -0.0048
O 6.993 -2.3258 12.507 0.0119 0.0066 -0.0085
O -10.0027 -4.6198 18.6754 -0.0085 0.0045 0.0064
O -1.0245 -1.9512 21.3382 0.007 -0.0056 0.0032
O -5.0907 3.4069 21.2193 0.0029 -0.0017 0.0012
O 1.435 1.2391 15.0957 -0.0061 -0.0055 0.005
O -0.5526 4.2614 18.7051 0.0087 0.0028 0.0126
O 4.084 -3.1525 16.9489 -0.0004 -0.0029 0.0104
O 2.0765 3.6955 19.0562 -0.0054 0.0076 0.0107
O 0.988 6.0685 19.7656 0.0015 -0.009 0.0037
O 5.8697 8.4136 8.7975 0.0005 0.0387 0.0204
O -3.3038 4.822 12.3588 -0.003 -0.0037 -0.002
O -10.3858 -1.2618 18.5542 -0.007 -0.0052 0.0071
O -7.729 -1.4357 18.5398 0.0019 -0.0056 0.0111
O 2.4624 -1.3904 18.1547 0.0092 -0.0054 0.0064
O 3.712 6.7448 10.2868 0.0113 -0.0163 0.0057
O 3.1776 4.1602 10.0968 0.0056 0.0046 0.0065
O -5.0749 0.6561 17.4179 -0.0013 0.0018 0.0129
O -6.7099 -2.7512 16.5121 0.0035 -0.006 -0.0031
O -0.8013 -3.3987 19.0289 0.0018 -0.0036 -0.0025
O -1.9591 6.9418 13.4278 0.0029 0.009 0.0088
O -8.151 -6.5603 19.2584 -0.0037 0.0125 0.0169
O 0.9725 7.9298 16.5156 0.0014 -0.0031 0.0092
O 7.8803 1.8382 13.4219 -0.0068 -0.0007 0.0068
O -5.1107 3.2101 16.9028 -0.0032 -0.0066 0.0097
O 4.0483 -0.5815 16.1516 0.0026 0.0053 -0.0041
O 4.4836 2.6076 19.266 0.0041 0.0027 0.0143
O 2.9302 7.688 21.4431 -0.0017 0.0132 -0.0123
O 4.028 -5.9066 16.9328 0.0015 0.0059 0.0047
O 0.7746 0.8547 10.4035 0.0044 0.0117 0.001
O 2.6493 -6.6868 18.9932 0.0144 -0.0081 -0.0136
O -1.297 -4.6495 21.2364 0.0018 0.0326 -0.0239
O -10.4382 7.7695 18.8253 -0.0071 0.0024 0.0089
O 5.5214 1.9961 11.0232 0.0013 0.0033 -0.0082
O -2.961 0.9312 15.8492 0.0008 0.003 -0.001
O -5.1639 -1.6575 21.2543 -0.0149 0.003 -0.0076
O -5.1975 -4.3302 21.0642 -0.0037 0.0153 -0.0017
O -5.0861 0.8903 22.0333 -0.0012 0.0334 -0.0239
O -9.5148 5.2372 16.7874 -0.0048 0.001 0.0051
O -5.013 8.6108 21.9165 -0.0007 -0.0151 -0.0175
O -9.403 0.7597 15.038 0.0004 0.0034 0.0043
O -2.4698 -0.2956 18.1264 -0.0077 0.0014 0.0071
O -7.3642 1.8289 16.2058 -0.0016 0.0011 0.0066
O -5.584 3.4947 12.7638 0.0067 0.003 -0.0015
O -1.1237 0.7391 22.0379 0.0069 -0.0125 -0.0132
O 0.344 -1.2978 14.928 0.002 -0.0015 0.0034
O 4.5818 -3.2088 11.9456 0.0027 0.0048 -0.0048
O 3.3354 7.0239 17.0323 -0.0098 -0.0122 -0.0006
O -0.8985 0.7319 14.0573 0.0099 -0.0051 0.0129
O 2.5327 -5.113 21.1083 -0.0023 -0.0337 -0.016
O -1.4606 1.8798 18.9357 0.0018 -0.0092 0.014
O 2.7489 2.423 21.2973 0.0025 -0.0126 -0.0196
O -8.9186 0.8901 19.0267 -0.0016 0.0024 0.0145
O 2.697 4.9787 22.0906 0.0006 -0.004 -0.024
O 5.4166 4.7412 11.2344 -0.012 0.0074 -0.0013
O -2.7309 -2.4994 10.4523 0.0024 -0.0028 -0.0071
O 5.753 -1.9663 7.815 0.0053 -0.0132 0.0121
O -9.0385 2.4016 21.1295 -0.0073 -0.009 -0.0246
O 1.3177 5.9911 9.5521 0.0064 0.0107 -0.0019
O 2.3627 1.0373 19.1269 -0.0021 -0.0031 0.016
O -6.3267 7.4119 15.4768 0.0032 0.0001 0.0041
O 9.1461 -1.175 11.4682 -0.0042 -0.0212 0.0021
O -5.5658 9.2797 11.142 -0.0034 -0.0022 -0.0053
O 9.3827 1.4151 11.2312 -0.001 0.0005 -0.0016
O -1.2745 6.9062 21.0735 0.0043 -0.0173 -0.0169
O 2.7271 3.5135 14.4365 0.001 -0.0011 0.0038
O -1.6594 -0.4538 11.6939 -0.0004 0.0052 0.0071
O -2.6583 -3.8436 17.1241 -0.0036 -0.0009 0.0039
O -3.2491 1.0875 13.1211 -0.0084 0.003 0.0001
O -8.3291 6.2005 19.0022 -0.0008 -0.0088 0.011
O -9.0106 -1.1063 20.8483 -0.0024 0.0207 -0.0453
O -0.8474 7.4729 18.4836 -0.0033 0.002 -0.0052
O -8.6103 3.5503 18.7285 0.0033 0.0107 0.0071
O 1.9721 -1.5524 10.1656 -0.0026 -0.0063 -0.0081
O -5.6473 -4.3632 9.1309 -0.0087 0.0009 0.0331
O -3.124 -2.99 20.1737 0.0082 0.0031 0.0143
O -0.6659 -5.6136 17.4937 -0.0014 -0.0041 0.007
O -9.3266 -4.6424 16.0771 0.0001 -0.0047 0.0037
O -1.7107 7.5155 8.6088 0.0059 -0.0033 0.0271
O -4.9392 5.5436 14.2587 0.0001 0.0006 0.0019
O -2.1661 -2.4693 14.923 0.0026 0.001 0.002
O 1.2658 5.3439 17.1804 0.0061 0.0082 -0.0029
O 2.1199 6.1007 14.8276 -0.0016 0.0018 0.0043
O -10.8286 5.3588 14.5516 -0.0001 -0.0016 0.0049
O -5.3107 4.8271 19.0463 -0.0054 -0.0021 -0.0013
O -3.4737 3.2976 14.4856 -0.0001 -0.0027 0.0015
O -2.9396 4.0817 19.8186 0.006 -0.0066 0.0153
O -1.8321 9.5654 13.9418 0.0019 -0.0058 0.0044
O -8.295 5.9614 14.4134 -0.0023 -0.0003 0.0034
O 1.8904 8.5938 10.7172 -0.0007 0.021 0.004
O 0.5736 9.529 12.735 -0.0083 -0.0021 0.0056
O -4.534 5.9042 16.7805 0.0054 0.0047 0.012
O 7.6981 3.4456 11.263 0.0128 -0.0077 0.0033
O -1.4981 -4.5722 11.6523 0.0063 -0.0015 0.0048
O -3.8458 7.9285 14.9893 0.0039 -0.0007 0.0038
O -7.4451 -4.123 18.6831 -0.0027 0.0045 0.0124

Results
free energy: -267828.690 eV
free energy less fixed offsets of O -568.88, Si -635.61 eV per atom: -9.890 eV

The program warned: the cutoff lies below the one the program advises for these potential files; the exchange-correlation potential is rough where the density is thin.
